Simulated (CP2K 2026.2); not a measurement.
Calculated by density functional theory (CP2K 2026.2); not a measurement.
Periodic cell of 534 atoms, Si358O176, from a study of silicon, its oxide and their interface. The atomic structure is a simulated model.
Doubt: the forces sum to 2.06 eV/angstrom along one axis rather than to zero, so they err by at least 0.0039 eV/angstrom per atom on average; the grid cutoff is modest.

Settings
functional: PBE
method: Gaussian and plane waves
basis set: DZVP-MOLOPT-SR-GTH
pseudopotentials: GTH-PBE
grid cutoff: 400 Ry, relative cutoff 50 Ry
k points: Gamma only
occupations: fixed
spin: none
net charge: 0

Cell vectors (angstrom)
a	16.4025	0	0
b	0	16.4025	0
c	0	0	35.224

Atoms and the computed forces on them: element, x, y, z (angstrom), force x, y, z (eV/angstrom)
Si	-0.051	-0.361	0.158	-0.075	-0.276	-0.071
Si	1.91	2.715	-0.468	0.098	-0.047	0.35
Si	-0.023	5.194	-0.081	0.263	-0.222	0.246
Si	2.894	7.85	0.057	-0.423	-0.275	-0.18
Si	-0.246	10.911	0.027	-0.076	-0.135	-0.056
Si	2.32	13.837	0.17	-0.173	-0.055	-0.291
Si	5.549	-0.245	-0.463	-0.435	0.024	0.383
Si	8.001	2.708	-0.353	0.108	-0.222	-0.099
Si	5.222	5.75	-0.211	0.056	-0.018	0.192
Si	8.528	7.854	0.166	-0.087	0.114	0.055
Si	6.002	11.143	-0.949	-0.084	-0.151	-0.388
Si	9.235	13.936	-0.787	0.446	0.069	0.509
Si	11.674	0.105	-0.285	0.105	0.146	0.345
Si	13.36	2.805	0.002	0.126	0.113	0.2
Si	10.398	5.388	-0.213	0.178	0.066	-0.293
Si	13.423	8.239	0.092	0.133	0.405	-0.123
Si	11.041	10.271	-0.085	-0.093	0.053	0.314
Si	13.942	13.204	0.165	-0.074	-0.114	0.081
Si	1.181	1.306	1.264	-0.017	-0.02	-0.092
Si	4.225	4.081	1.134	-0.085	0.129	-0.05
Si	1.296	6.618	1.291	0.253	0.221	0.072
Si	4.191	9.462	1.11	0.027	-0.242	-0.028
Si	1.333	12.103	1.354	-0.142	0.117	-0.092
Si	4.192	14.932	1.118	-0.165	0.011	0.12
Si	6.819	1.17	0.991	0.197	-0.003	0.005
Si	9.299	3.972	1.224	-0.07	-0.209	0.033
Si	6.781	6.766	1.258	0.108	-0.042	-0.232
Si	9.569	9.424	1.513	0.053	0.118	-0.114
Si	6.942	12.253	0.89	0.418	0.154	0.29
Si	10.194	15.095	0.979	-0.26	-0.26	-0.153
Si	12.446	1.296	1.539	0.024	0.259	-0.201
Si	14.873	4.114	1.328	-0.149	-0.132	-0.134
Si	12.343	6.737	1.438	0.254	-0.08	0.206
Si	14.998	9.412	1.412	-0.014	0.04	-0.223
Si	12.214	12.035	1.237	0.137	-0.253	-0.462
Si	14.938	14.828	1.544	0.022	0.03	-0.256
Si	-0.121	2.665	2.664	-0.155	0.048	-0.065
Si	2.775	-0.04	2.504	0.023	0.118	-0.007
Si	0.021	8.059	2.697	0.011	-0.063	-0.115
Si	2.763	5.327	2.629	0.002	-0.085	-0.08
Si	0.006	13.491	2.771	0.082	0.013	0.273
Si	2.865	10.819	2.549	-0.119	0.114	0.137
Si	5.515	2.591	2.466	-0.064	-0.033	0.055
Si	8.388	-0.106	2.347	0.086	0.097	-0.227
Si	5.495	8.19	2.614	0.078	0.043	0.117
Si	8.078	5.347	2.651	0.05	0.218	0.227
Si	5.579	13.553	2.429	-0.068	0.099	0.07
Si	8.144	10.941	2.552	0.005	-0.025	0.01
Si	10.865	2.689	2.631	-0.081	0.019	-0.16
Si	13.676	-0.133	2.873	0.065	-0.022	0.085
Si	10.911	8.026	2.806	-0.143	-0.134	0.198
Si	13.692	5.45	2.832	-0.038	0.045	-0.023
Si	11.019	13.563	2.575	0.076	0.031	-0.013
Si	13.604	10.789	2.738	0.011	-0.066	-0.004
Si	1.356	3.99	4.007	0.001	0.092	-0.112
Si	4.121	1.312	3.911	-0.038	-0.101	-0.061
Si	1.445	9.481	3.961	0.04	-0.111	-0.01
Si	4.112	6.773	3.97	-0.065	0.009	-0.075
Si	1.424	14.988	3.971	0.009	-0.173	-0.147
Si	4.178	12.259	3.898	0.117	-0.093	0
Si	6.765	3.947	3.985	0.11	0.056	-0.086
Si	9.533	1.264	3.95	0.089	0.044	-0.101
Si	6.858	9.551	3.988	-0.088	-0.055	-0.047
Si	9.478	6.682	4.09	0.008	0.074	-0.256
Si	6.942	14.965	3.805	0.05	-0.063	-0.124
Si	9.548	12.278	3.939	-0.089	0.078	-0.067
Si	12.248	4.035	4.058	-0.037	0.055	-0.156
Si	15.041	1.293	4.125	0.06	0.001	-0.018
Si	12.276	9.434	4.142	0.082	0.044	-0.218
Si	15.081	6.777	4.152	0.069	0.025	-0.016
Si	12.282	14.87	4.099	-0.009	0.095	-0.009
Si	15.001	12.164	4.116	-0.027	0.051	-0.204
Si	0.025	-0.014	10.839	-0.035	0.019	0
Si	2.749	2.723	10.851	-0.023	-0.012	0.016
Si	0.019	5.456	10.84	-0.063	0.006	0.001
Si	2.752	8.196	10.837	-0.018	-0.016	-0.006
Si	0.025	10.928	10.845	-0.014	-0.033	-0.001
Si	2.743	13.659	10.845	-0.041	0.037	0.002
Si	5.475	-0.003	10.842	-0.006	-0.022	-0.008
Si	8.181	2.719	10.841	0.016	-0.014	0
Si	5.46	5.446	10.852	-0.01	0.016	0.008
Si	8.18	8.178	10.845	-0.001	0.009	0.006
Si	5.467	10.927	10.826	-0.02	-0.016	-0.013
Si	8.19	13.661	10.852	-0.018	0.004	-0.003
Si	10.924	-0.017	10.843	0.016	-0.008	-0.002
Si	13.671	2.712	10.831	-0.015	0.029	0.001
Si	10.924	5.448	10.824	0.002	0.014	-0.007
Si	13.675	8.181	10.857	-0.012	0.02	0.008
Si	10.93	10.915	10.861	-0.007	0.018	0.01
Si	13.684	13.666	10.851	-0.02	-0.005	0.007
Si	1.366	1.379	12.216	0.012	-0.023	0.007
Si	4.093	4.104	12.242	-0.001	0.016	0.003
Si	1.388	6.834	12.2	0.001	0.055	0
Si	4.097	9.582	12.201	0.033	0.028	0.003
Si	1.371	12.31	12.229	-0.02	-0.032	0.016
Si	4.101	15.046	12.198	0.044	0.039	-0.012
Si	6.809	1.383	12.225	0.027	0.002	0.011
Si	9.542	4.109	12.19	0.019	0.02	-0.012
Si	6.803	6.832	12.227	0.023	-0.03	0.006
Si	9.554	9.535	12.217	0.027	0.017	0.006
Si	6.816	12.296	12.201	0.037	-0.01	-0.012
Si	9.54	15.05	12.217	0.02	-0.043	-0.002
Si	12.292	1.366	12.196	-0.012	-0.043	0
Si	15.03	4.106	12.182	0.051	-0.021	-0.001
Si	12.295	6.806	12.2	-0.019	-0.022	0.004
Si	15.053	9.568	12.204	-0.02	-0.004	-0.014
Si	12.299	12.311	12.213	0.057	0	0.001
Si	15.05	15.048	12.222	0.004	-0.01	0.03
Si	0.001	2.786	13.562	-0.132	0.06	-0.037
Si	2.764	0.033	13.568	-0.039	-0.037	-0.022
Si	0.038	8.215	13.558	-0.024	-0.024	-0.002
Si	2.734	5.495	13.609	0.021	-0.027	0.013
Si	0.006	13.685	13.609	-0.026	0.038	0.031
Si	2.769	10.965	13.587	-0.017	-0.074	-0.015
Si	5.465	2.756	13.625	0.008	-0.042	0.04
Si	8.182	0.036	13.589	-0.023	0.017	-0.006
Si	5.427	8.215	13.589	-0.021	0.05	-0.014
Si	8.177	5.459	13.579	0.042	0.011	-0.016
Si	5.46	13.681	13.558	-0.024	-0.019	-0.005
Si	8.173	10.919	13.559	-0.021	0.043	-0.014
Si	10.932	2.766	13.537	0.012	0.001	-0.011
Si	13.68	0.041	13.577	-0.03	0	-0.007
Si	10.923	8.151	13.577	0.041	0.029	0.039
Si	13.678	5.46	13.57	-0.038	0.028	0.027
Si	10.917	13.691	13.568	0.004	0.011	-0.025
Si	13.691	10.949	13.562	-0.018	0.007	0.022
Si	1.334	4.156	14.964	-0.005	-0.063	0.052
Si	4.075	1.408	14.991	-0.008	-0.002	0.02
Si	1.393	9.599	14.927	0.048	0.088	0.035
Si	4.064	6.886	15.001	-0.018	0.036	0.048
Si	1.429	15.062	14.929	-0.004	0.046	0.04
Si	4.127	12.34	14.969	0.084	0.074	0.069
Si	6.821	4.146	15.004	0.014	0.051	0.068
Si	9.529	1.477	14.914	-0.024	-0.019	0.064
Si	6.793	9.582	14.945	0	0.013	0.07
Si	9.54	6.792	14.963	-0.022	-0.04	-0.027
Si	6.793	15.062	14.924	0.051	0.075	0.045
Si	9.547	12.293	14.896	0.027	-0.059	0.096
Si	12.302	4.092	14.935	-0.044	-0.013	0.042
Si	15.026	1.462	14.932	0.131	0.035	0.005
Si	12.331	9.542	14.881	-0.024	0.023	-0.042
Si	15.082	6.832	14.902	0.026	0.048	0.018
Si	12.258	15.11	14.918	0.05	-0.028	0.09
Si	15.003	12.336	14.985	-0.074	-0.152	0.082
Si	0.087	0.124	16.187	-0.107	0.048	-0.017
Si	2.701	2.823	16.343	-0.04	0.045	0.046
Si	-0.001	5.53	16.378	-0.025	0.083	0.013
Si	2.669	8.248	16.391	0.042	0.05	0.151
Si	0.086	10.997	16.302	-0.002	-0.055	-0.005
Si	2.801	13.738	16.36	-0.02	-0.082	-0.016
Si	5.428	0.006	16.34	0.033	0.067	-0.013
Si	8.192	2.789	16.395	-0.066	0.013	0.055
Si	5.467	5.558	16.368	0	-0.153	-0.022
Si	8.113	8.155	16.278	0.11	0.104	0.004
Si	5.489	10.985	16.362	-0.069	0.003	0.108
Si	8.199	13.71	16.243	-0.086	-0.007	0.018
Si	10.926	0.171	16.252	0.05	0.16	0.047
Si	13.685	2.815	16.379	-0.074	-0.057	0.107
Si	10.915	5.405	16.317	0.035	0.024	0.141
Si	13.764	8.232	16.231	0.007	-0.03	0.037
Si	10.898	10.846	16.205	-0.065	-0.039	-0.137
Si	13.551	13.715	16.314	-0.201	0.005	-0.005
Si	1.364	1.44	17.728	-0.136	-0.169	0.127
Si	4.007	4.283	17.694	-0.095	0.071	-0.067
Si	1.264	6.928	17.844	-0.025	0.043	0.08
Si	4.038	9.661	17.74	0.05	0.105	-0.132
Si	1.422	12.395	17.71	0.064	-0.07	-0.021
Si	4.132	15.08	17.816	-0.025	0.064	0.117
Si	6.706	1.445	17.693	0.088	-0.009	-0.073
Si	9.573	4.101	17.87	0.271	-0.03	0.18
Si	6.804	6.911	17.795	-0.061	0.08	-0.014
Si	9.529	9.463	17.58	-0.126	-0.028	-0.187
Si	6.921	12.369	17.712	0.02	-0.078	-0.063
Si	9.432	15.284	17.484	0.08	-0.213	0.181
Si	12.282	1.478	17.769	-0.047	-0.039	0.053
Si	15.032	4.219	17.785	-0.098	0.068	0.04
Si	12.397	6.813	17.497	-0.124	-0.109	-0.201
Si	15.193	9.55	17.625	0.11	0.046	0.038
Si	12.116	12.222	17.622	0.121	-0.198	0.262
Si	15.064	15.175	17.404	0.143	0.202	-0.081
Si	-0.014	2.847	19.123	0.052	-0.131	0.087
Si	2.739	0.083	19.203	0.022	0.098	0.15
Si	-0.118	8.276	19.346	-0.115	-0.015	0.243
Si	2.732	5.669	19.2	0.096	0.147	0.153
Si	0.044	13.947	18.792	-0.254	0.031	0.018
Si	2.683	11.022	19.197	-0.082	-0.019	0.104
Si	5.262	2.807	18.966	-0.068	-0.081	0.123
Si	8.081	0.069	18.995	-0.047	0.182	0.184
Si	5.438	8.362	19.131	-0.101	0.086	0.114
Si	8.12	5.509	19.184	0.081	0.238	0.252
Si	5.535	13.684	19.169	0.022	-0.055	0.112
Si	8.427	10.992	18.974	0.092	0.087	0.214
Si	11.032	2.76	19.413	-0.472	-0.189	-0.013
Si	13.794	0.044	18.873	0.374	0.211	0.087
Si	11.034	8.117	18.797	0.016	-0.227	0.212
Si	13.597	5.616	19.119	0.13	0.098	0.018
Si	13.319	14.707	20.363	-0.123	0.331	-0.176
Si	13.809	11.053	18.676	-0.244	-0.039	-0.034
Si	1.585	4.004	20.408	0.008	0.035	0.118
Si	3.805	1.775	20.542	-0.159	0.009	-0.163
Si	1.387	9.612	20.683	0.072	-0.079	-0.344
Si	3.745	7.461	20.598	0.061	-0.163	-0.206
Si	1.023	15.403	20.419	0.003	-0.112	0.297
Si	4.387	12.06	20.486	-0.054	0.029	0.231
Si	6.606	4.124	20.274	-0.141	0.161	-0.006
Si	9.717	0.926	20.46	0.521	0.045	-0.397
Si	6.747	9.936	20.339	0.188	-0.06	0.273
Si	10.59	6.522	20.554	-0.253	0.439	0.196
Si	7.027	14.951	20.504	0.129	-0.358	-0.324
Si	10.65	11.826	19.635	0.019	-0.143	0.531
Si	12.109	4.625	20.631	0.224	-0.079	0.113
Si	15.182	1.233	20.381	-0.089	-0.075	0.077
Si	12.475	9.588	19.868	0.06	0.353	0.491
Si	14.368	7.335	20.677	0.271	0.234	0.014
Si	11.098	14.555	20.007	-0.218	-0.238	0.459
Si	14.733	12.854	19.885	0.402	-0.215	-0.292
Si	-2.993	6.558	28.732	-0.283	-0.027	-0.02
Si	3.16	4.725	24.803	-0.209	-0.275	0.207
Si	0.545	4.463	23.256	0.276	-0.268	0.497
Si	-0.241	11.632	22.389	-0.26	-0.028	0.131
Si	-2.577	12.119	24.271	-0.219	0.245	0.305
Si	-0.837	11.036	26.408	-0.111	0.111	0.131
Si	1.522	2.531	24.983	0.046	-0.203	0.127
Si	7.881	6.485	24.402	-0.152	0.023	0.235
Si	5.3	5.764	22.676	0.005	0.099	0.279
Si	8.506	13.313	22.706	0.067	0.029	0.261
Si	1.265	14.183	23.435	-0.159	0.201	0.32
Si	0.98	-0.411	25.945	-0.169	0.044	0.224
Si	13.942	5.423	23.129	-0.041	0.082	0.185
Si	8.271	10.124	22.877	0.122	-0.109	0.394
Si	11.778	10.031	28.205	-0.005	-0.02	0.021
Si	7.75	18.515	22.212	-0.192	-0.315	0.49
Si	14.515	16.486	27.465	-0.005	-0.067	-0.03
Si	-3.044	2.867	26.359	-0.023	-0.17	0.287
Si	2.122	11.235	25.693	0.021	0.039	0.23
Si	4.799	12.291	28.919	-0.205	0.126	-0.172
Si	3.684	12.596	23.594	0.154	-0.009	0.357
Si	-2.973	16.821	22.678	0.173	-0.059	0.273
Si	0.95	22.288	29.125	-0.122	0.096	-0.087
Si	6.488	-0.023	25.599	0.376	-0.177	0.603
Si	10.361	8.15	23.181	0.037	0.025	0.151
Si	6.977	15.351	32.99	0.108	-0.04	-0.311
Si	1.348	19.598	29.27	-0.044	-0.282	0.008
Si	6.464	13.482	24.911	0.043	-0.087	0.199
Si	5.932	17.089	22.521	0.24	0.401	0.17
Si	16.131	3.883	27.228	-0.151	-0.009	0.084
Si	18.951	10.309	28.352	-0.084	0.068	-0.067
Si	7.31	11.492	27.098	0.012	-0.044	0.038
Si	11.079	13.331	24.469	0.223	-0.035	0.239
Si	12.441	21.941	26.056	-0.241	-0.097	0.32
Si	13.501	15.015	25.019	-0.086	-0.149	0.3
Si	-2.829	5.163	31.292	-0.306	0.073	-0.31
Si	0.31	-3.823	28.594	-0.243	0.107	0.045
Si	-6.205	12.5	27.362	-0.02	-0.007	0.12
Si	0.807	8.751	30.13	-0.06	0.111	-0.159
Si	-2.671	13.626	32.464	0.161	-0.04	-0.606
Si	2.577	14.144	32.503	-0.122	-0.244	-0.314
Si	5.137	3.54	29.789	-0.183	-0.258	-0.254
Si	10.285	1.061	29.199	0.107	0.125	-0.135
Si	2.509	13.905	27.476	0.18	0.08	0.101
Si	8.978	3.602	24.6	0.178	0.057	0.463
Si	3.346	21.392	27.908	0.005	-0.124	-0.061
Si	5.68	17.491	28.365	0.03	-0.096	-0.037
Si	3.619	1.804	30.151	-0.077	-0.038	-0.34
Si	9.337	1.217	26.129	0.069	-0.036	0.313
Si	11.424	2.964	31.057	0.053	0.229	-0.33
Si	14.679	9.36	28.761	-0.2	0.125	-0.119
Si	11.483	18.414	24.177	-0.098	-0.13	0.475
Si	11.448	7.193	30.861	0.033	0.117	-0.121
Si	-1.095	6.444	33.503	-0.198	0.027	-0.141
Si	3.147	0.708	32.934	-0.021	-0.023	-0.194
Si	-0.109	13.655	31.194	-0.197	-0.044	-0.166
Si	0.891	8.901	33.106	-0.011	0.205	0.056
Si	-1.832	15.907	30.674	0.027	-0.158	-0.35
Si	5.303	13.006	31.922	-0.236	-0.073	-0.401
Si	6.631	4.41	32.557	0.205	0.146	-0.065
Si	10.888	1.88	33.804	-0.015	0.029	-0.094
Si	8.626	9.69	33.14	0.319	-0.276	-0.334
Si	9.556	5.255	31.916	0.253	0.133	-0.39
Si	10.342	9.84	30.835	0.285	-0.195	-0.181
Si	7.919	8.94	25.777	0.004	-0.109	0.201
Si	10.97	8.105	25.973	-0.081	-0.009	0.193
Si	10.2	14.64	29.687	0.021	0.054	-0.219
Si	11.004	12.715	32.017	0.124	-0.09	-0.485
Si	7.813	16.347	30.242	0.342	-0.049	-0.324
Si	14.357	17.168	33.337	0.096	0.032	-0.222
O	-0.714	-0.012	33.897	-0.159	0.238	0.223
O	-2.057	2.271	33.982	0.17	0.339	0.247
O	3.399	3.263	35.165	-0.025	0.14	-0.04
O	2.098	1.88	33.361	-0.01	-0.033	-0.356
O	-2.353	7.327	34.088	-0.195	-0.245	-0.041
O	0.904	3.97	34.455	-0.114	0.119	0.035
O	2.216	8.579	33.973	0.23	0.155	0.194
O	0.153	10.186	33.806	0.126	-0.1	0.219
O	-0.559	12.702	29.945	-0.13	0.112	-0.106
O	1.319	11.328	28.638	-0.072	-0.201	-0.14
O	8.477	15.133	33.613	-0.079	0.19	-0.194
O	1.093	14.901	35.057	0.207	0.095	0.261
O	6.594	-2.527	32.377	0.058	-0.07	0.004
O	8.175	-3.4	35.251	-0.451	-0.264	-0.034
O	11.947	5.52	35.549	0.109	-0.02	0.167
O	7.05	3.201	33.584	0.039	-0.217	0.588
O	3.956	6.744	34.653	-0.2	-0.009	0.185
O	5.761	5.418	33.49	-0.271	0.009	0.176
O	9.885	6.919	35.342	-0.132	-0.375	-0.13
O	8.279	8.23	33.789	-0.118	-0.15	0.136
O	7.332	10.617	33.448	-0.293	0.202	-0.012
O	5.119	11.845	33.058	-0.115	-0.114	0.255
O	9.999	10.326	33.821	0.256	0.291	0.151
O	5.058	9.999	34.977	0.044	-0.004	0.35
O	10.509	3.343	23.991	-0.102	0.262	-0.468
O	9.304	2.118	34.049	-0.168	0.088	-0.026
O	11.861	3.092	34.458	0.222	0.257	0.035
O	7.953	5.179	32	-0.228	-0.102	-0.011
O	11.19	1.814	32.185	-0.137	-0.13	0.521
O	10.224	5.188	33.396	0.224	-0.294	0.478
O	12.33	9.331	34.659	-0.104	0.044	0.085
O	10.202	13.076	33.403	-0.116	-0.047	0.332
O	10.411	13.776	28.336	0.091	0.063	0.008
O	12.611	12.479	32.187	0.043	-0.223	0.37
O	15.052	12.076	34.883	-0.101	0.095	0.294
O	12.995	16.442	33.877	-0.089	-0.391	0.043
O	0.808	4.744	21.678	0.223	0.286	-0.247
O	1.72	5.259	24.154	-0.162	-0.019	-0.399
O	2.665	2.892	21.035	0.052	-0.146	-0.338
O	3.062	3.081	24.894	-0.051	0.181	-0.22
O	0.67	10.287	22.06	-0.015	-0.098	-0.088
O	-1.74	11.429	23.047	0.223	-0.273	-0.071
O	4.488	6.996	21.994	0.133	-0.13	0.185
O	2.593	8.544	21.162	0.201	-0.336	-0.232
O	-0.712	12.381	27.345	-0.118	0.049	-0.19
O	-0.005	16.62	20.834	0.07	0.019	-0.236
O	3.766	12.431	21.983	0.043	0.097	-0.392
O	1.327	14.815	21.94	-0.067	0.177	-0.373
O	5.652	4.692	21.506	0.117	-0.434	-0.204
O	6.691	6.239	23.346	0.078	-0.053	-0.357
O	10.561	-0.486	20.738	0.18	0.174	-0.217
O	7.72	3.082	20.906	0.096	0.061	-0.154
O	5.619	11.024	20.883	-0.017	-0.043	-0.418
O	7.367	9.344	21.767	0.049	-0.021	-0.349
O	11.005	7.337	21.943	0.069	-0.283	-0.218
O	8.208	11.717	22.599	-0.113	0.131	-0.387
O	4.515	17.735	21.976	-0.001	-0.322	0.098
O	8.176	14.018	21.268	0.087	0.186	-0.213
O	7.242	12.299	25.696	-0.159	0.063	-0.355
O	6.163	14.785	25.853	-0.271	-0.04	-0.161
O	8.946	6.203	20.518	0.039	-0.053	-0.458
O	12.997	4.522	22.107	-0.445	-0.344	-0.418
O	15.398	4.821	23.611	-0.037	0.15	0.092
O	14.391	1.464	21.852	0.025	0.307	-0.416
O	11.428	10.677	20.602	-0.408	-0.155	-0.391
O	10.653	13.11	20.676	-0.181	0.312	0.099
O	14.383	6.753	22.248	-0.074	-0.033	-0.173
O	13.43	8.712	20.919	0.21	-0.44	-0.337
O	13.362	15.399	21.881	0.027	-0.11	0.027
O	10.48	14.447	18.498	0.161	-0.086	-0.364
O	15.865	12.242	20.927	0.079	-0.194	0.395
O	12.194	12.167	24.077	0.083	-0.201	-0.315
O	0.785	3.467	26.087	0.104	-0.015	0.053
O	-2.694	1.515	27.226	-0.189	0.129	0.034
O	5.756	0.866	26.756	-0.269	0.166	-0.2
O	-0.04	2.807	28.471	0.171	-0.006	-0.028
O	3.897	13.558	28.308	0.051	-0.051	-0.107
O	-0.569	9.631	29.887	0.105	-0.092	0.175
O	-0.316	16.362	26.919	0.011	0.027	-0.17
O	2.294	15.342	26.717	0.1	-0.069	0.178
O	-2.085	13.666	24.558	0.173	0.058	-0.264
O	-1.041	9.71	27.32	-0.086	-0.241	-0.11
O	-2.208	11.196	25.562	-0.031	-0.067	-0.042
O	4.698	21.232	28.831	0.023	0.155	0.137
O	7.882	3.04	23.547	-0.367	-0.218	-0.112
O	3.537	5.266	26.309	-0.033	-0.087	0.147
O	4.382	5.111	23.834	0.234	-0.13	-0.33
O	8.557	5.12	24.966	-0.06	-0.163	-0.13
O	1.224	13.918	28.493	0.016	0.147	0
O	2.055	8.959	29.085	-0.023	-0.268	0.192
O	2.806	13.933	23.899	-0.047	0.237	-0.22
O	2.52	19.977	28.156	0.096	0.013	-0.217
O	0.567	15.063	24.646	0.026	-0.068	-0.428
O	0.53	12.725	23.325	-0.057	-0.262	-0.11
O	5.125	-3.584	24.291	-0.089	-0.243	-0.036
O	8.119	0.197	25.757	-0.119	-0.222	-0.113
O	13.098	5.622	24.551	0.292	0.073	-0.542
O	16.854	7.157	29.983	-0.094	-0.163	0.247
O	9.812	9.615	22.743	0.296	0.035	-0.118
O	7.295	7.429	25.619	0.039	0.031	-0.247
O	10.22	12.94	25.8	0.007	0.126	-0.26
O	9.478	8.716	26.23	0.111	-0.085	0.148
O	11.977	17.592	22.851	-0.111	0.063	-0.382
O	1.535	17.379	25.334	0.33	0.142	0.092
O	13.973	16.33	24.165	-0.102	0.125	-0.396
O	16.054	15.227	30.814	0.359	0.237	0.231
O	0.751	2.851	23.575	-0.252	0.294	-0.348
O	-2.964	6.185	27.167	0.277	-0.035	-0.118
O	2.742	10.121	26.734	-0.046	-0.081	-0.025
O	-2.427	5.367	29.709	-0.02	-0.075	0.009
O	2.963	11.28	24.298	-0.154	0	-0.209
O	2.302	12.716	26.379	-0.133	-0.159	-0.199
O	5.457	12.486	30.39	0.239	-0.172	0.372
O	2.306	15.729	32.713	-0.196	0.352	-0.14
O	1.077	20.976	30.13	-0.158	0.068	0.047
O	-2.685	15.335	26.612	-0.225	-0.056	-0.208
O	-1.706	20.176	26.503	-0.153	0.091	-0.146
O	6.68	16.421	29.083	-0.155	-0.153	0.102
O	9.112	1.222	21.974	-0.052	0.212	0.175
O	1.964	1.973	30.127	0.097	-0.106	0.068
O	8.838	2.766	25.995	0.113	0.268	-0.01
O	8.768	11.813	27.752	0.066	-0.123	-0.105
O	0.523	10.881	25.501	0.008	0.142	-0.037
O	6.076	12.036	27.969	-0.076	0.281	-0.021
O	7.45	13.997	23.737	0.135	0.395	-0.223
O	6.147	19.012	28.824	-0.044	0.196	0.135
O	2.43	22.609	28.5	0.143	0.144	0.055
O	4.136	17.236	28.89	-0.059	0.106	0.105
O	6.142	15.707	21.663	-0.151	0.048	0.251
O	5.909	16.809	24.142	-0.331	0.141	-0.52
O	12.93	2.406	24.857	0.081	-0.156	-0.226
O	7.174	9.866	26.893	-0.036	-0.126	0.099
O	14.426	7.785	28.858	0.299	0.036	0.216
O	11.448	11.48	27.557	0.235	0.059	-0.02
O	10.008	13.578	23.279	-0.022	0.131	-0.269
O	7.747	9.754	24.375	-0.099	0.23	-0.201
O	13.243	10.137	28.958	0	0.122	-0.025
O	10.511	9.696	29.208	-0.241	-0.235	-0.049
O	11.911	14.707	24.769	-0.196	-0.05	0.084
O	9.083	23.672	23.662	0.157	0.144	-0.243
O	12.158	20.399	26.637	-0.1	0.14	0.045
O	15.294	13.16	32.381	-0.035	-0.018	0.013
O	-1.577	5.398	32.304	0.403	0.19	0.113
O	-3.54	3.693	31.337	0.212	-0.119	0.002
O	-2.035	-0.173	29.081	-0.196	0.152	0.344
O	-0.014	5.391	27.852	0.172	0.162	0.103
O	-2.928	13.993	34.02	-0.303	0.251	0.324
O	-5.839	11.39	31.208	0.105	0.191	0.312
O	-0.044	7.578	32.975	-0.083	-0.199	-0.231
O	1.354	9.229	31.583	0.04	0.083	0.026
O	-2.877	14.79	31.306	-0.028	-0.208	0.29
O	-1.962	17.202	31.679	-0.098	0.313	0.453
O	4.027	14.003	31.808	-0.016	0.399	-0.132
O	1.449	13.45	31.554	0.381	0.029	0.19
O	3.944	1.071	31.567	0.007	-0.183	-0.027
O	4.272	0.587	34.098	-0.07	-0.02	-0.254
O	8.903	1.169	30.085	-0.107	-0.105	0.216
O	7.138	16.398	31.728	-0.279	0.171	0.17
O	3.9	10.93	28.992	0.102	-0.187	0.169
O	5.798	3.97	31.226	0.253	-0.068	0.119
O	10.191	4.029	31.052	-0.254	-0.14	0.246
O	2.661	13.279	33.876	0.039	-0.066	0.169
O	8.888	9.497	31.516	-0.299	0.203	0.455
O	9.939	6.622	31.1	-0.249	0.072	0.07
O	11.411	8.38	24.416	-0.065	-0.15	-0.299
O	9.871	1.035	27.638	-0.153	0.09	-0.029
O	11.079	6.466	26.146	-0.036	0.072	0.142
O	10.617	0.989	25.135	0.072	-0.039	-0.404
O	12.502	6.323	31.736	0.014	-0.138	0.089
O	11.341	2.248	29.58	-0.159	-0.101	0.254
O	11.928	8.89	27.036	0.053	-0.086	-0.051
O	11.914	7.007	29.29	-0.083	-0.089	-0.134
O	11.018	16.041	29.503	-0.056	-0.015	0.233
O	8.611	14.945	29.947	-0.191	-0.213	-0.128
O	11.458	8.747	31.378	0.093	0.131	0.158
O	10.779	13.949	31.01	-0.055	-0.02	0.166
Si	0.058	-0.081	5.4	0.024	0.098	-0.017
Si	2.761	2.644	5.345	-0.049	-0.02	-0.049
Si	0.052	5.374	5.433	-0.028	0.037	-0.011
Si	2.765	8.132	5.375	-0.005	-0.021	-0.059
Si	0.053	10.822	5.382	-0.032	0.045	-0.038
Si	2.802	13.609	5.313	-0.008	0.129	-0.053
Si	5.524	-0.084	5.236	-0.013	0.104	-0.106
Si	8.18	2.63	5.35	-0.039	0.015	-0.057
Si	5.452	5.384	5.345	-0.014	0.008	-0.055
Si	8.172	8.154	5.385	0.046	0	0.001
Si	5.483	10.908	5.339	-0.019	-0.016	0.036
Si	8.208	13.642	5.324	0.035	-0.022	-0.034
Si	10.91	-0.076	5.363	-0.068	-0.092	0.025
Si	13.637	2.676	5.421	-0.036	-0.089	0.037
Si	10.897	5.383	5.438	-0.035	-0.037	0.076
Si	13.688	8.13	5.49	-0.008	0.052	-0.017
Si	10.892	10.902	5.377	0.022	-0.095	-0.069
Si	13.671	13.567	5.465	0.037	-0.013	0.009
Si	1.404	1.31	6.748	0.033	-0.076	0.014
Si	4.091	4.038	6.723	-0.049	0.074	0.006
Si	1.398	6.784	6.766	0.01	-0.034	-0.009
Si	4.119	9.537	6.718	0.013	-0.001	-0.006
Si	1.408	12.258	6.704	-0.006	-0.02	-0.045
Si	4.154	14.997	6.677	0.01	-0.11	-0.045
Si	6.812	1.278	6.701	0.04	0.003	0.011
Si	9.521	4.006	6.758	0.1	0.003	-0.029
Si	6.802	6.774	6.726	0.025	0.041	-0.019
Si	9.54	9.531	6.752	-0.002	0.01	-0.019
Si	6.84	12.281	6.712	-0.003	-0.023	-0.026
Si	9.548	14.985	6.742	-0.009	0.077	0.008
Si	12.269	1.292	6.758	0.045	0.052	-0.061
Si	15.032	4.042	6.774	0.004	0.032	-0.024
Si	12.276	6.767	6.792	0.011	-0.005	0.024
Si	15.07	9.52	6.797	0.043	-0.076	-0.001
Si	12.268	12.23	6.791	0.012	0.035	-0.009
Si	15.058	14.979	6.76	-0.005	-0.033	-0.006
Si	0.023	2.68	8.114	-0.029	-0.007	0
Si	2.785	-0.052	8.087	-0.036	0.077	0
Si	0.033	8.155	8.137	-0.064	0.021	0.008
Si	2.759	5.418	8.117	-0.021	0.018	0.01
Si	0.038	13.619	8.1	-0.022	0.031	0.011
Si	2.758	10.907	8.092	-0.023	-0.014	-0.001
Si	5.467	2.677	8.078	-0.015	-0.005	-0.001
Si	8.186	-0.043	8.102	0.003	-0.05	-0.007
Si	5.467	8.166	8.097	-0.027	-0.037	-0.001
Si	8.174	5.419	8.101	0.007	0.008	-0.002
Si	5.482	13.646	8.088	-0.007	0.034	0.011
Si	8.189	10.917	8.108	0.014	-0.019	-0.011
Si	10.912	2.672	8.121	-0.033	-0.019	0.009
Si	13.675	-0.048	8.11	-0.012	0.011	0.012
Si	10.916	8.173	8.126	0.022	0.036	-0.011
Si	13.672	5.422	8.139	-0.02	-0.011	0
Si	10.916	13.633	8.129	0.019	-0.029	-0.007
Si	13.677	10.893	8.14	-0.007	0.006	0.005
Si	1.376	4.07	9.478	-0.008	0.024	0.005
Si	4.105	1.342	9.472	0.01	-0.016	0
Si	1.389	9.556	9.474	-0.01	-0.007	0.002
Si	4.106	6.81	9.477	0.01	0.013	0.008
Si	1.391	15.011	9.462	0.024	-0.048	-0.005
Si	4.104	12.293	9.461	0.005	-0.031	-0.005
Si	6.806	4.063	9.468	0.023	0.02	0.001
Si	9.537	1.329	9.484	0.023	0.006	0.005
Si	6.823	9.544	9.466	0.024	0.016	-0.007
Si	9.536	6.802	9.47	0.03	0.001	-0.007
Si	6.825	15.013	9.477	0.031	0.015	-0.005
Si	9.549	12.276	9.497	0.023	0.009	-0.006
Si	12.283	4.057	9.473	0.023	-0.012	-0.002
Si	15.04	1.331	9.474	-0.003	-0.01	0.012
Si	12.294	9.536	9.496	0.033	-0.039	0.009
Si	15.041	6.809	9.489	0.025	0.006	0.008
Si	12.296	15.008	9.483	0.012	-0.008	-0.003
Si	15.051	12.285	9.483	-0.001	0.012	0.009

Results
total energy: -115451.105 eV
total energy less fixed offsets of O -438.04, Si -107.15 eV per atom: 3.635 eV
